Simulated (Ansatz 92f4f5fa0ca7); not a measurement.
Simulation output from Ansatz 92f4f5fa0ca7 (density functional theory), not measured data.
Periodic cell of 273 atoms, Si165O106As2, from a study of silicon, its oxide and their interface. The atomic structure is a simulated model.
Doubt: the cutoff is far below the 930 eV that the study's wrapper takes by default for these files, so forces and energies are approximate.

Settings
functional: PBE
potential files: Ansatz PAW
basis: plane waves
wave-function cutoff: 580 eV
density cutoff ratio: 5
exchange-correlation grid ratio: 1
k mesh: 1 x 1 x 1, Gamma-centred
self-consistency stop: 5e-08 eV per atom in the density residual
occupations: fixed
spin: none
net charge: 0

Cell vectors (angstrom)
a	11.6015	0	0
b	0	13.3963	0
c	0	0	29.8085

Atoms: element, x, y, z (angstrom)
Si	11.547	0.1825	22.9176
Si	3.9118	0.1548	23.031
Si	7.6681	0.1212	23.1444
Si	2.0647	3.4555	22.8885
Si	5.8989	3.68	23.0079
Si	9.7564	3.5333	23.0334
Si	11.6568	6.8583	23.0643
Si	3.954	7.0341	23.1777
Si	7.7847	6.8895	23.2613
Si	2.0339	10.237	23.2464
Si	5.8576	10.0959	23.2904
Si	9.8449	10.0882	23.2237
Si	11.6942	2.3887	23.7569
Si	3.9926	2.403	23.7606
Si	7.7867	2.4109	23.7794
Si	2.0267	5.7075	23.6976
Si	5.8253	5.8029	23.9876
Si	9.7355	5.7261	23.8989
Si	11.7518	9.0241	24.0205
Si	3.9047	9.1338	24.173
Si	7.8493	9.0905	24.0249
Si	1.9112	12.5062	23.8044
Si	5.7749	12.3727	23.9208
Si	9.6792	12.3961	23.7912
Si	11.6411	2.2931	26.1673
Si	3.9105	2.3047	26.1751
Si	7.7577	2.3092	26.1866
Si	1.9723	5.6203	26.142
Si	5.8104	5.6567	26.321
Si	9.7037	5.6334	26.2647
Si	11.6633	8.9744	26.3466
Si	3.8824	9.0108	26.4603
Si	7.7903	9.0048	26.3514
Si	1.9217	12.3834	26.2052
Si	5.7961	12.3291	26.2805
Si	9.6833	12.3463	26.1946
Si	1.9623	1.1942	27.018
Si	5.8259	1.1806	27.0211
Si	9.6954	1.1818	27.0024
Si	11.6441	4.5046	27.0123
Si	3.8757	4.5083	27.0347
Si	7.7533	4.5156	27.0444
Si	1.9618	7.8097	27.0768
Si	5.8436	7.8794	27.0906
Si	9.7124	7.8519	27.0734
Si	11.6123	11.2353	27.0381
Si	3.8442	11.2664	27.0756
Si	7.7581	11.2419	27.0579
Si	1.9336	1.1164	29.4135
Si	5.8008	1.1164	29.4135
Si	9.6679	1.1164	29.4135
Si	0	4.4654	29.4135
Si	3.8672	4.4654	29.4135
Si	7.7343	4.4654	29.4135
Si	1.9336	7.8145	29.4135
Si	5.8008	7.8145	29.4135
Si	9.6679	7.8145	29.4135
Si	0	11.1635	29.4135
Si	3.8672	11.1635	29.4135
Si	7.7343	11.1635	29.4135
Si	0	0	0.3944
Si	3.8672	0	0.3944
Si	7.7343	0	0.3944
Si	1.9336	3.3491	0.3944
Si	5.8008	3.3491	0.3944
Si	9.6679	3.3491	0.3944
Si	0	6.6981	0.3944
Si	3.8672	6.6981	0.3944
Si	7.7343	6.6981	0.3944
Si	1.9336	10.0472	0.3944
Si	5.8008	10.0472	0.3944
Si	9.6679	10.0472	0.3944
Si	11.5373	-0.0514	2.7564
Si	3.8493	-0.074	2.7569
Si	7.6628	-0.0991	2.7191
Si	1.9365	3.2568	2.7551
Si	5.746	3.2688	2.8124
Si	9.582	3.2992	2.7739
Si	11.5682	6.6234	2.7638
Si	3.8705	6.6371	2.7521
Si	7.7232	6.6593	2.7825
Si	1.9165	9.9948	2.7598
Si	5.8152	10.0717	2.7452
Si	9.6708	9.9729	2.7607
Si	11.5456	2.2021	3.4564
Si	3.826	2.0964	3.6757
Si	7.6578	2.0843	3.5753
Si	1.9106	5.4948	3.4846
Si	5.7993	5.5226	3.5826
Si	9.6364	5.5191	3.6258
Si	11.6027	8.855	3.5719
Si	3.8976	8.8967	3.4544
Si	7.7208	8.905	3.5735
Si	1.8752	12.2306	3.5377
As	5.7668	12.2507	3.8297
Si	9.5911	12.1903	3.5319
Si	11.4555	2.1501	5.7763
Si	3.7287	1.9644	6.122
Si	7.5579	1.8884	5.9591
Si	1.8755	5.3754	5.8215
Si	5.7884	5.4349	5.9622
Si	9.5907	5.4159	6.0326
Si	11.6218	8.7672	5.9514
Si	3.9136	8.7812	5.7778
Si	7.7379	8.8127	5.9587
Si	1.7579	12.155	5.9082
As	5.5956	11.9705	7.2119
Si	9.5129	12.0881	5.9057
Si	1.6053	0.9549	6.7542
Si	5.6433	0.9546	7.1932
Si	9.614	0.9175	6.6182
Si	11.5577	4.3046	6.7443
Si	3.8184	4.2763	6.5914
Si	7.6656	4.1224	6.646
Si	2.0254	7.6026	6.5322
Si	5.813	7.7098	6.7367
Si	9.6867	7.688	6.7553
Si	11.4223	10.9691	6.798
Si	3.5474	10.8807	6.7583
Si	7.7429	10.9274	7.0279
O	9.8773	7.887	8.4149
O	9.8854	0.8191	8.2665
O	1.0152	0.8906	8.3409
O	2.7835	10.5007	8.1838
O	5.8099	7.9106	8.3959
O	5.6612	1.2698	8.8536
O	3.7613	4.3068	8.2389
O	7.6411	3.7061	8.2775
O	0.0544	4.2585	8.4169
O	11.1875	10.9387	8.4587
O	8.2084	10.7401	8.6383
O	2.379	7.4597	8.1337
O	11.4167	0.206	21.2403
O	9.761	3.637	21.3698
O	4.1414	7.5408	21.5901
O	5.9996	4.1611	21.3932
O	5.7481	9.7521	21.6556
O	2.1353	3.3797	21.2079
O	7.3648	13.4526	21.5038
O	4.0098	0.1552	21.3682
O	7.7029	6.9758	21.6149
O	2.1224	10.173	21.5976
O	11.5292	6.9691	21.403
O	10.1725	9.6613	21.6337
Si	11.5678	6.4302	11.3119
Si	1.5743	10.3573	16.2607
Si	0.2244	3.6731	9.9345
Si	8.0839	12.8594	20.1769
Si	2.7411	10.4329	9.8052
Si	2.5681	10.3901	20.0552
Si	10.3498	3.6949	19.8498
Si	0.2701	12.7937	17.1205
Si	10.8208	0.6949	19.7885
Si	3.1564	7.7409	16.2433
Si	0.3203	6.4833	19.9018
Si	9.408	2.5421	14.3448
Si	2.9118	2.5338	11.0695
Si	5.1382	11.9859	15.3576
Si	4.9381	8.6755	20.7108
Si	3.5896	-0.4244	11.286
Si	5.5866	8.8816	14.816
Si	-0.2027	11.3005	10.0462
Si	9.4506	10.0135	20.2171
Si	3.4506	0.049	19.838
Si	7.4576	4.6885	9.5575
Si	2.3644	12.3498	14.1652
Si	6.2214	0.5827	10.255
Si	2.783	2.896	19.7698
Si	5.7232	4.4705	13.7048
Si	7.4792	0.2206	15.6172
Si	9.6105	11.3428	15.2565
Si	1.9799	6.5538	13.567
Si	2.8521	3.5245	14.0411
Si	11.6956	9.1657	18.4125
Si	11.2136	0.8582	9.2242
Si	9.1114	7.3055	9.734
Si	8.6828	8.5522	14.6384
Si	4.7685	7.1643	12.3754
Si	2.9663	5.6215	18.7632
Si	2.5245	7.38	9.7337
Si	6.2559	8.429	9.879
Si	4.3242	4.7471	9.6816
Si	9.3387	10.4777	12.3455
Si	5.9379	13.0417	17.9707
Si	7.9731	4.9193	18.3996
Si	8.3123	5.4209	15.2542
Si	7.3398	11.0705	10.013
Si	5.3767	4.1919	19.8806
Si	0.804	1.49	15.0751
Si	7.5463	7.5233	20.1023
Si	7.6671	2.8159	11.934
O	3.4422	6.0628	10.123
O	1.9665	2.6549	15.1131
O	-0.3867	12.9328	10.1994
O	8.3649	8.8881	19.8385
O	2.4069	1.3071	19.526
O	8.1329	5.3219	16.8505
O	2.7385	11.9797	19.7077
O	7.1543	8.7452	15.1663
O	1.2888	0.1886	14.1959
O	4.4136	3.8324	14.4864
O	4.2439	3.4129	10.6527
O	10.9709	2.0928	14.5454
O	11.371	4.8218	11.0107
O	10.852	12.0188	16.0812
O	8.9611	6.9109	14.8358
O	1.7782	3.343	10.2492
O	8.4581	5.9131	9.224
O	11.1514	2.2908	19.5392
O	5.3847	7.6013	10.9471
O	11.411	7.589	18.7884
O	7.8573	8.2332	10.1914
O	10.1237	7.1347	11.0018
O	9.2304	4.1222	14.8005
O	8.8174	11.4646	20.5217
O	10.5019	10.5115	11.1802
O	8.3667	12.2504	15.8055
O	4.4263	2.8699	19.8176
O	4.6468	0.2327	18.7479
O	10.4668	10.0879	18.9529
O	6.784	0.708	17.0351
O	0.5083	6.734	12.8425
O	1.0345	7.1099	10.3034
O	3.1346	7.1778	12.5788
O	3.9435	9.5531	19.7683
O	6.7971	5.2342	14.6615
O	0.606	0.9045	16.5841
O	1.5642	11.7713	17.1244
O	5.3895	8.3082	13.324
O	2.9385	12.3403	12.6398
O	6.4585	3.2235	12.9573
O	2.7978	9.3119	16.5973
O	5.9964	7.8906	19.7519
O	1.9423	6.3867	19.7739
O	1.4378	9.6858	19.1493
O	9.4649	9.7172	15.5383
O	3.0716	8.8701	10.228
O	9.0097	9.0151	13.0754
O	2.1403	7.2953	15.0195
O	9.1278	3.8446	18.7924
O	4.7274	7.892	15.8061
O	7.2608	1.5701	10.9967
O	8.126	6.3355	19.1763
O	5.9016	5.1552	9.6337
O	6.979	-0.9202	19.0683
O	11.0532	2.2371	10.1094
O	9.0219	2.4545	12.7607
O	9.7187	11.491	13.6032
O	6.5574	4.1898	18.7632
O	6.0479	10.0493	10.0171
O	1.2884	10.7978	10.4232
O	5.1744	10.4637	14.7713
O	1.6893	10.9045	14.6816
O	11.3836	13.0659	18.6473
O	5.4308	11.8557	16.9656
O	8.0302	10.9452	11.4925
O	11.2972	5.0043	19.6288
O	8.3804	1.4838	15.0996
O	2.4199	4.0428	18.6136
O	3.6871	11.6755	10.2956
O	9.1878	0.5672	19.7115
O	2.7933	2.6302	12.6841
O	3.6559	12.6281	15.1272
O	7.9797	4.0776	10.9596
O	5.1083	0.1743	11.3875
O	4.4194	5.4823	19.5096
O	6.2195	13.0554	14.6913
O	3.0549	6.5636	17.4031
O	2.7955	0.9232	10.7333
O	0.2924	9.4439	16.7993
O	5.2293	5.6226	12.6584
O	2.1332	4.9549	13.7954
O	7.0073	12.6387	9.8362

Results
free energy: -174885.874 eV
free energy less fixed offsets of As -4856.12, O -568.88, Si -635.61 eV per atom: 3.296 eV

Forces (eV/angstrom), in the order of the atoms: element, x, y, z
Si	0.0003	-0.0003	-0.0018
Si	0.0003	0.0002	-0.0016
Si	0	0.0001	-0.0025
Si	0.0015	0.0003	0
Si	-0.0004	0.0004	0.0013
Si	0.0001	0.0006	0.0008
Si	0.0006	0.0003	-0.0015
Si	0.0004	0.0003	-0.0009
Si	0.0015	-0.0003	-0.001
Si	-0.0004	0.0012	-0.0013
Si	0.0003	-0.0011	-0.0007
Si	0.0003	-0.0013	-0.0001
Si	-0.0015	-0.0043	0.0047
Si	0.0002	-0.0004	-0.0006
Si	-0.0001	0.0002	-0.0006
Si	0.0006	0	-0.0001
Si	-0.0003	0.0023	0.0016
Si	-0.0006	0.0001	0.0007
Si	-0.0005	0.0004	0.0012
Si	0.0002	-0.0007	0.0004
Si	-0.0008	0.0005	0.0012
Si	0.0009	-0.0005	0.0015
Si	-0.0008	-0.0004	0.0014
Si	0.0001	-0.0002	-0.0003
Si	-0.0002	0.0028	0.009
Si	0.001	0.0012	-0.0017
Si	-0.0021	0.0013	-0.0018
Si	-0.0001	-0.0004	0.0004
Si	0.0003	-0.0009	0.0036
Si	0.0005	0	-0.0001
Si	-0.0004	-0.0002	0.0008
Si	-0.0004	0.0008	0.0013
Si	0.0004	0.0004	0.001
Si	0.0004	-0.0009	0
Si	0.0002	0.0001	0.0003
Si	-0.0002	-0.002	-0.0006
Si	0.0066	-0.0035	-0.001
Si	-0.0003	-0.0014	0.0016
Si	-0.0099	-0.005	-0.0032
Si	-0.0001	0.0014	0.0024
Si	-0.0001	-0.0014	0.0021
Si	-0.0001	-0.0007	0.0018
Si	-0.0008	-0.0001	0.0013
Si	-0.0002	0.0059	0.0005
Si	-0.0001	-0.0001	0.0018
Si	0.0001	-0.0002	0.0018
Si	-0.0001	-0.0001	0.0025
Si	-0.001	0.0007	0.0022
Si	0.0534	0.1752	-0.1756
Si	0.0529	0.1351	-0.1671
Si	0.0797	0.0849	-0.2596
Si	0.1352	0.0706	-0.1101
Si	-0.0732	0.0401	-0.1106
Si	0.0954	0.0319	0.0145
Si	0.0116	-0.172	0.2927
Si	0.1006	0.025	0.4233
Si	0.0825	-0.0036	0.1736
Si	0.011	0.1654	-0.0646
Si	-0.0923	0.2769	0.2428
Si	0.0464	0.1949	0.0099
Si	-0.1244	-0.1292	-0.0956
Si	-0.0496	-0.1003	0.0429
Si	-0.0667	-0.1432	-0.2968
Si	0.1201	-0.2038	-0.0178
Si	-0.1364	-0.1453	0.2711
Si	-0.2317	-0.04	0.0343
Si	-0.126	-0.0338	0.0738
Si	0.009	-0.1238	-0.0492
Si	0.0018	-0.0193	0.1724
Si	-0.0437	-0.0205	-0.0801
Si	0.1103	0.031	-0.1446
Si	-0.0091	-0.1308	-0.0417
Si	0.0024	0.0084	-0.0118
Si	-0.0291	0.0216	0.0368
Si	0.0292	0.0252	0.0546
Si	-0.0018	-0.0033	-0.0031
Si	-0.0001	0.0012	-0.0081
Si	0.0033	-0.0042	-0.0042
Si	-0.0008	0.001	-0.0029
Si	0.0048	-0.0008	-0.0048
Si	-0.0056	0.0005	-0.0026
Si	-0.0052	-0.0022	-0.0096
Si	0.0024	-0.0371	0.0299
Si	0.0026	-0.0026	-0.0099
Si	0.0012	0.0008	0.0001
Si	0.0112	0.0112	0.0058
Si	-0.011	0.0133	0.0092
Si	0.0004	-0.0002	0.0054
Si	-0.0003	0.0005	0.0061
Si	-0.0035	0.0012	0.0056
Si	0.0007	-0.0015	0.0072
Si	-0.0107	0.0007	0.0096
Si	0.0142	-0.001	0.0085
Si	-0.0077	-0.0186	0.0118
As	-0.0146	-0.0216	-0.2865
Si	0.009	-0.0235	0.0209
Si	0.001	-0.0011	0.0053
Si	0.0016	0.0182	0.0135
Si	0.0037	0.0184	0.0139
Si	0.0005	0.0001	0.0031
Si	-0.0015	0.0021	-0.0001
Si	0.0028	-0.0011	0.0046
Si	-0.0033	-0.004	0.0042
Si	-0.0139	-0.0184	-0.0057
Si	0.0143	-0.0176	0.0106
Si	-0.0207	-0.0033	-0.0096
As	-0.068	-0.0454	0.3455
Si	0.0204	0.0031	0.0057
Si	-0.0075	0.0007	0.0011
Si	0.0331	-0.0509	-0.1826
Si	0.0029	-0.0012	-0.0024
Si	-0.0003	-0.0048	-0.0044
Si	-0.0043	0.0016	-0.0072
Si	0.0027	0.0033	-0.0069
Si	-0.0057	-0.0046	-0.0053
Si	0.0029	-0.0043	-0.0053
Si	0.0029	0.0004	-0.011
Si	-0.0038	-0.0098	0.0016
Si	0.0771	0.0947	-0.2116
Si	-0.015	0.0802	-0.1655
O	-0.0023	0.0003	-0.0028
O	-0.0022	-0.001	-0.0005
O	-0.0054	0.0007	-0.0017
O	0.0068	-0.0121	0.0612
O	-0.0023	0.0047	-0.0038
O	-0.0048	0.0015	-0.0291
O	-0.0001	-0.0015	-0.0025
O	0.0004	0.0052	-0.0022
O	-0.0008	0.0002	-0.0044
O	-0.0068	-0.0007	-0.0204
O	0.0075	0.0001	0.0071
O	0.0028	0.0042	-0.0073
O	0.0007	-0.0007	0.0064
O	0.0001	-0.0008	0.0035
O	-0.0004	-0.0006	0.0014
O	0.0004	-0.0004	0.0048
O	0.0002	0.001	0.0013
O	-0.0013	-0.0002	0.0046
O	0.0001	0.0004	0.003
O	0.0003	0.0002	0.0027
O	0.0002	0.0004	0.0035
O	-0.0007	-0.0006	0.0042
O	-0.0001	0.0003	0.0036
O	-0.0002	0.0004	0.003
Si	-0.0013	0.0004	0.0012
Si	0.0017	0.0011	-0.0022
Si	0	0.0007	0.0059
Si	-0.0001	-0.0017	-0.0021
Si	-0.0159	-0.0093	0.0208
Si	0.0005	-0.0008	-0.0011
Si	-0.0009	0.0018	-0.0023
Si	0.0005	-0.0004	-0.0049
Si	-0.0008	-0.0007	-0.0023
Si	0	-0.0006	-0.0033
Si	0.0014	0.0004	-0.0012
Si	-0.0001	0.002	-0.0028
Si	-0.0019	0.0024	0.0021
Si	-0.001	-0.001	0
Si	-0.0001	-0.0006	0.0002
Si	-0.0136	-0.0002	0.0065
Si	-0.0015	-0.0034	-0.0055
Si	-0.0082	0.0067	0.0132
Si	0.0003	0.0001	-0.0024
Si	0.0001	-0.0009	-0.0015
Si	0.0016	0.0016	0.0057
Si	-0.0017	0.0005	-0.0008
Si	0.0086	-0.0041	0.0503
Si	0.0007	0.0001	-0.0019
Si	-0.001	0.0013	-0.0037
Si	0.0003	0.0004	-0.002
Si	-0.0015	-0.001	-0.0012
Si	0.0004	-0.0009	-0.003
Si	0.0013	0.0028	-0.0046
Si	0	0.0003	-0.0009
Si	0.0006	-0.0013	0.0122
Si	-0.0002	-0.0033	0.0074
Si	-0.0019	0.0012	-0.0021
Si	-0.0006	-0.0041	0.0011
Si	-0.0005	0.0019	-0.0024
Si	-0.0018	-0.0082	0.007
Si	0.0064	-0.0091	0.0123
Si	-0.0013	-0.0005	0.0039
Si	0.0086	-0.0068	0.0082
Si	0	-0.0007	-0.0028
Si	0.0007	0.001	-0.0028
Si	-0.0023	0.0009	-0.0039
Si	0.0053	0.0141	0.0555
Si	-0.0005	0.0006	-0.003
Si	-0.0006	-0.0003	-0.0021
Si	0.0001	0.0002	-0.0025
Si	0.0013	0.0107	0.0132
O	0.0015	-0.0006	-0.0034
O	-0.0004	-0.0002	0.0016
O	-0.0034	0.0053	-0.0015
O	-0.0003	-0.001	0.0011
O	-0.0007	0.0004	0.0003
O	0.0001	-0.0009	0.0026
O	0.0001	0.0009	-0.0003
O	0.0052	-0.0007	-0.001
O	-0.001	0.0003	0.0001
O	-0.0037	-0.0007	0.001
O	0.0016	-0.0018	-0.0044
O	0.0008	-0.0004	0.0001
O	-0.0001	-0.0025	-0.0013
O	0.0007	0.0009	0.0013
O	-0.0016	0.0005	0.0017
O	-0.0001	-0.0008	0
O	-0.0041	-0.0004	-0.0001
O	0.0006	0.0002	0.001
O	0.0025	0.0059	-0.0071
O	-0.0001	-0.0006	0.0014
O	-0.0044	0.0068	-0.0067
O	-0.0014	0.0015	-0.0023
O	0.0004	-0.0011	0.0004
O	-0.0002	0.0007	0.0005
O	0	-0.002	-0.0051
O	0.0002	0.0005	0.0011
O	0.0003	0.0002	0.0009
O	-0.0006	0.0001	0.0015
O	-0.0006	0.0007	0.0021
O	-0.0006	0.0014	0.0025
O	0.0015	-0.0001	0.0022
O	0	0.0019	0.0003
O	-0.002	-0.0002	0.0004
O	0	-0.0002	0.0009
O	0.003	0.0007	0.0039
O	-0.0004	-0.0004	0.0022
O	-0.0002	-0.0007	0.0021
O	0.0022	0.0038	0.0031
O	0.0027	0.0009	0
O	0.0008	-0.0014	0.0008
O	-0.0012	0.001	0.0004
O	0.0003	-0.0001	0.0009
O	-0.0005	-0.0001	0.0011
O	0.0011	0.0003	0.0017
O	-0.0007	0.0011	0.0002
O	0.0022	0.0125	-0.0072
O	-0.0018	-0.0006	0.007
O	0.0003	0.0006	0.0031
O	0.0018	-0.0011	0.0026
O	-0.0013	-0.0002	0.0028
O	-0.0125	-0.0189	-0.016
O	-0.0011	0.0014	0.0037
O	0.0017	-0.0008	-0.0012
O	0.0017	0.0002	0.0019
O	-0.0005	-0.0016	-0.0034
O	0.0031	-0.0019	0.0048
O	0	0.0025	0.0058
O	-0.0013	-0.0005	0.0025
O	-0.0058	-0.0113	0.0011
O	0.0371	-0.0083	-0.0066
O	-0.0003	0.0022	0.0013
O	-0.0006	0.0003	0.0002
O	-0.0002	0.0007	0.0036
O	-0.0001	0.0011	0.0007
O	-0.0247	0.0117	-0.0349
O	-0.0004	-0.0016	0.0012
O	-0.0008	0.0002	0.0001
O	0	-0.0019	0.0015
O	0.007	0.0172	0.0074
O	0.0005	0	0.0005
O	0.0005	0.0012	0.0032
O	0.0022	-0.0007	0.0031
O	-0.0009	0.0063	-0.006
O	0.0216	-0.0025	-0.0113
O	0.0016	-0.0012	0.0006
O	-0.0008	-0.0004	0.0004
O	0.0001	-0.0011	0.0022
O	0.0032	-0.0012	-0.0022
O	0.0005	0.0005	-0.0001
O	0.0001	0.0006	0.0011
O	0.0019	-0.0033	0.0018
O	0.0261	0.0012	0.0118

The program warned: the cutoff lies below the one the program advises for these potential files; the forces do not sum to zero within the program's tolerance; the exchange-correlation potential is rough where the density is thin.
